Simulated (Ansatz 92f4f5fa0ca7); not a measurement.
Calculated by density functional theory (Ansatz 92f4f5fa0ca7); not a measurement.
Periodic cell of 322 atoms, Si176O146, from a study of silicon, its oxide and their interface. The atomic structure is a simulated model.

Settings
functional: r2SCAN
potential files: Ansatz PAW
basis: plane waves
wave-function cutoff: 800 eV
density cutoff ratio: 5
exchange-correlation grid ratio: 1
k mesh: 1 x 1 x 1, Gamma-centred
self-consistency stop: 5e-08 eV per atom in the density residual
occupations: Fermi-Dirac, 0.05 eV
spin: none
net charge: 0

Cell vectors (angstrom)
a, 15.3871, 0, 0.0054
b, 0, 15.3871, 0.0168
c, -0.6583, -0.9272, 22.1303

Atoms: element, x, y, z (angstrom)
Si, -2.4035, -1.6447, 14.8465
Si, -2.7315, 3.3939, 14.6676
Si, -2.6997, 6.5622, 14.6519
Si, -2.6373, -4.0556, 14.8881
Si, 1.2595, -1.304, 14.6088
Si, 1.3572, 3.1539, 14.6912
Si, 1.7784, 6.2601, 14.2579
Si, 1.3575, 10.93, 14.7562
Si, 4.9948, -0.3767, 14.575
Si, 4.9808, 2.1064, 14.5847
Si, 5.1666, 7.0173, 14.8849
Si, 5.1995, 10.133, 14.8582
Si, 8.6611, -0.4839, 14.3172
Si, 8.9761, 2.6462, 14.6013
Si, 9.0426, 7.1295, 14.9223
Si, 7.1623, 10.5778, 16.0226
Si, -0.5677, -0.9879, 16.0533
Si, -0.6951, 2.975, 15.8715
Si, -0.7398, 6.8266, 15.8895
Si, -0.6544, 10.6223, 15.9691
Si, 3.1665, -0.9131, 15.9208
Si, 3.2271, 2.8379, 16.0261
Si, 3.2302, 6.6771, 16.0642
Si, 3.2529, 10.573, 16.0961
Si, 6.9295, -0.8433, 15.8262
Si, 6.9532, 2.8798, 15.7855
Si, 7.1043, 6.7639, 16.1164
Si, 9.1749, 10.2482, 14.8285
Si, -4.2905, -1.0391, 16.0814
Si, 10.8258, 2.9493, 16.0451
Si, 10.9398, 6.8422, 16.1977
Si, 10.988, 10.6413, 16.288
Si, -0.0492, 1.9644, -4.8635
Si, 0.0454, 5.7963, -4.8181
Si, -0.0319, 9.6081, -4.7888
Si, 0.0432, -1.9689, -4.7103
Si, 3.7739, 1.8788, -4.7636
Si, 3.9283, 5.6842, -4.7204
Si, 3.7907, 9.5469, -4.7375
Si, 3.9275, -1.9031, -4.8119
Si, 7.6918, 1.9549, -4.8753
Si, 7.6709, 5.6807, -4.825
Si, 7.7874, 9.6103, -4.6886
Si, 7.7571, -1.852, -4.935
Si, 11.5921, 1.9028, -4.7701
Si, 11.5342, 5.7734, -4.6816
Si, 11.6723, 9.6396, -4.5346
Si, 11.5821, -1.9074, -4.5441
Si, -1.8936, 1.9437, -3.3563
Si, -1.8691, 5.7064, -3.3761
Si, -1.8074, 9.5661, -3.2185
Si, -1.8427, -1.9048, -3.2723
Si, 1.8403, 1.8743, -3.4673
Si, 1.9612, 5.7524, -3.3996
Si, 1.8777, 9.5818, -3.404
Si, 1.9892, -2.011, -3.4452
Si, 5.7767, 2.0237, -3.5142
Si, 5.8195, 5.7026, -3.3384
Si, 5.799, 9.5105, -3.4637
Si, 5.8741, -1.8064, -3.5368
Si, 9.6048, 1.8706, -3.4713
Si, 9.569, 5.7761, -3.4113
Si, 9.6683, 9.6854, -3.2936
Si, 9.5766, -1.9171, -3.3991
Si, -1.8783, 0.0586, -1.9332
Si, -1.9033, 3.8292, -1.8939
Si, -1.8494, 7.5488, -1.9351
Si, -1.8202, 11.5463, -1.9227
Si, 1.8797, -0.0882, -2.1579
Si, 1.9048, 3.7756, -2.1108
Si, 1.9717, 7.7095, -1.9981
Si, 1.9535, 11.4826, -2.0316
Si, 5.8213, 0.1665, -2.1847
Si, 5.7837, 3.7971, -1.9289
Si, 5.8097, 7.6211, -1.9896
Si, 5.9007, 11.5471, -2.3679
Si, 9.6108, -0.0514, -2.0484
Si, 9.5833, 3.8143, -2.145
Si, 9.6099, 7.742, -2.0335
Si, 9.6088, 11.6103, -1.9251
Si, 0.0971, -0.0556, -0.6211
Si, 0.1114, 3.7719, -0.5763
Si, 0.0885, 7.588, -0.5599
Si, 0.107, 11.5288, -0.537
Si, 3.8388, 0.0924, -0.9118
Si, 3.7673, 3.7418, -0.6533
Si, 3.9017, 7.708, -0.5591
Si, 4.0462, 11.4883, -1.0258
Si, 7.6651, 0.0737, -0.7438
Si, 7.7765, 3.8402, -0.611
Si, 7.7319, 7.7296, -0.6001
Si, 7.5781, -3.787, -0.746
Si, 11.5152, 0.0045, -0.6089
Si, 11.4023, 3.808, -0.6768
Si, 11.5226, 7.6226, -0.665
Si, -3.7999, -3.8014, -0.6321
Si, 0.7191, 1.8063, 0.6516
Si, 0.8494, 5.6708, 0.6248
Si, -0.3361, 9.5621, 0.6734
Si, -0.2126, -1.9383, 0.804
Si, 3.1463, 1.7944, 0.606
Si, 3.2691, 5.6901, 0.5783
Si, 3.0663, 8.6438, 4.4436
Si, 4.4188, -1.9192, 0.0887
Si, 8.43, 1.8863, 0.5603
Si, 8.3475, 5.8079, 0.6438
Si, 7.0929, 9.6981, 0.5842
Si, 6.8184, -1.8193, 0.3633
Si, 10.8248, 1.9023, 0.6262
Si, 10.7723, 5.7365, 0.5544
Si, -3.5255, 9.5769, 0.5959
Si, -3.4048, -1.8958, 0.7359
Si, -0.8147, 2.0393, 3.408
Si, -0.7396, 4.9859, 3.1063
Si, 0.0932, 9.0085, 3.5967
Si, 1.445, -1.9596, 3.612
Si, 4.0557, 1.3178, 2.7307
Si, 4.1605, 6.1861, 3.5083
Si, 4.675, 9.774, 0.4507
Si, 3.645, -1.776, 2.9863
Si, 6.9818, 2.2341, 3.2611
Si, 7.2167, 5.3886, 3.5888
Si, 7.5343, 10.3622, 2.8442
Si, 7.7041, -1.8688, 2.4844
Si, 11.4484, 2.2352, 2.8962
Si, -3.5216, 5.1836, 2.5113
Si, 10.4515, 10.2351, 3.2907
Si, 10.7096, -1.9954, 2.698
Si, -0.2263, 4.6617, 10.7249
Si, -3.6654, 1.1265, 10.2968
Si, -2.6838, 7.7544, 6.985
Si, 3.4302, 2.3134, 5.5183
Si, 0.4887, 11.1215, 5.4706
Si, 9.0601, 1.5385, 9.5998
Si, 4.6641, 10.8091, 3.3803
Si, -3.5287, 10.4518, 5.934
Si, -2.3511, 5.9564, 9.2811
Si, -1.8075, 6.6754, 4.2315
Si, 5.0951, -1.6363, 11.5739
Si, -0.1778, -0.1261, 5.5444
Si, 3.5265, -1.4551, 9.1269
Si, 3.1255, 5.0793, 6.2106
Si, -1.7306, -2.7705, 9.5532
Si, 1.8089, 2.3628, 10.155
Si, 1.5738, 6.9971, 11.3257
Si, 4.6255, 2.9704, 11.4828
Si, 10.7021, -0.1563, 7.8683
Si, 6.2728, -0.8323, 7.833
Si, -3.1693, 7.5819, 11.7112
Si, 7.1846, 8.3079, 7.7239
Si, 9.7185, 10.1808, 8.0379
Si, -1.7702, 2.4347, 12.0995
Si, -3.5109, 10.1001, 10.1924
Si, 5.6089, 3.7464, 6.853
Si, 1.9351, 9.7379, 7.7683
Si, 1.2611, -3.5292, 9.7677
Si, 0.7793, 0.9852, 12.5775
Si, 2.5982, 6.9524, 8.4587
Si, 4.3866, 8.6656, 7.2078
Si, 10.5294, 0.0028, 4.8983
Si, 8.6259, 4.9491, 12.662
Si, 8.0935, -0.9153, 11.2806
Si, 8.8994, -2.3478, 8.8448
Si, 8.0337, 5.5479, 6.41
Si, -3.2449, -1.3252, 11.9625
Si, 10.8558, -3.9286, 12.632
Si, -1.6981, -2.5362, 6.5483
Si, 1.8976, 0.7581, 7.5922
Si, 5.6126, 5.6659, 12.1833
Si, 1.9673, 9.9238, 11.928
Si, 6.364, 2.081, 9.2342
Si, 7.409, -0.1613, 4.9828
Si, 4.9987, 10.6631, 11.945
Si, 6.6415, 8.2303, 10.8189
Si, 10.4713, 6.1683, 7.9907
Si, 9.4197, 6.9194, 10.8025
O, 0.3954, 7.0038, 14.6925
O, 9.9241, -1.2605, 14.9503
O, 0.1488, 1.5769, 2.1884
O, 0.5183, 5.5437, 2.2427
O, 0.4328, 9.5642, 2.1145
O, 1.4814, 8.4154, 4.1953
O, 0.5652, -1.9217, 2.2334
O, 5.518, 1.9946, 2.6412
O, 3.8192, 5.4469, 2.1142
O, 5.7179, 5.9387, 3.8456
O, 4.1851, 10.3623, 1.8986
O, 3.4644, -2.0786, 1.4076
O, 8.0465, 1.7419, 2.1494
O, 7.8127, 5.9427, 2.1939
O, 8.8981, 9.7753, 3.5327
O, 9.2491, -1.3701, 2.3181
O, -2.3512, 1.9047, 2.9375
O, -1.9894, 4.7731, 2.0292
O, -1.9416, 9.6003, 1.0233
O, -1.8107, -1.9077, 1.1729
O, -2.3378, -1.115, 13.2847
O, -2.9042, 2.6102, 13.2379
O, -2.7723, 4.9775, 14.2495
O, -2.711, 7.4374, 13.2585
O, 10.9759, -2.3419, 12.4079
O, -3.1708, 10.9203, 13.3864
O, 1.5244, 9.9308, 13.4819
O, 1.3216, -2.897, 14.2067
O, 1.1437, -0.4601, 13.204
O, 1.54, 2.1335, 13.429
O, -2.3784, -4.2543, 9.6546
O, 2.2724, 6.7464, 12.7784
O, 1.4053, -4.0957, 11.2707
O, 4.8794, -1.1311, 13.1021
O, 4.691, 2.5827, 13.0455
O, 5.8202, 2.1714, 10.7456
O, 7.1171, 4.22, 6.5639
O, 4.9812, 5.9945, 13.6309
O, 5.2316, -4.3709, 13.4863
O, 5.1672, 8.57, 14.3455
O, 6.5223, -1.1342, 11.0465
O, 6.1558, 9.6647, 11.3992
O, 9.0287, 1.0856, 14.1349
O, 8.3725, -1.0824, 12.8514
O, 1.0464, 3.7664, 10.337
O, 9.0972, 3.5148, 13.2172
O, 9.1191, 6.0835, 13.6931
O, 5.0194, -3.2396, 11.2863
O, -0.4077, 3.559, 3.7851
O, 0.9569, -0.8035, 4.6217
O, -2.0002, 7.2797, 8.3858
O, 1.2747, -3.3665, 4.3806
O, 3.2215, 2.0036, 3.9477
O, 4.2479, -0.2659, 3.113
O, 3.1889, 5.6896, 4.7065
O, 3.8617, 7.7683, 3.3262
O, 3.5508, 10.181, 4.3494
O, 4.6507, -2.9564, 3.5365
O, 7.2011, 1.3942, 4.6107
O, 7.195, 3.7882, 3.5401
O, 8.1561, 5.8569, 4.8208
O, -1.1064, 7.9413, 3.4924
O, 7.7432, -3.4291, 2.8602
O, 9.4, 0.764, 8.2084
O, 10.678, 1.3942, 4.0658
O, 1.3416, 8.5992, 11.236
O, 11.2103, 3.8354, 3.193
O, -3.3163, 6.3683, 3.6313
O, 10.5544, -3.5543, 3.0929
O, -3.9276, 9.8481, 4.483
O, 7.3798, 6.8149, 7.1581
O, 11.219, -1.1657, 4.0029
O, 10.4504, 2.1298, 10.1738
O, -1.015, 3.8459, 11.8834
O, 4.6442, 5.0322, 6.7784
O, 5.0024, 2.6699, 5.7849
O, 1.4838, 10.176, 6.2912
O, -0.3076, -3.3677, 6.5197
O, 0.4768, 0.312, 6.9573
O, -3.9212, 0.0634, 11.4974
O, 0.2183, 6.1089, 11.3077
O, 3.5583, 9.9415, 7.7983
O, 8.9904, -0.3695, 5.2488
O, 6.4735, -0.5502, 6.242
O, 9.6624, 6.8859, 9.2042
O, 10.8955, 9.5794, 9.0035
O, 8.57, 9.1221, 7.6255
O, -1.9102, 6.9582, 5.8101
O, 10.6137, 7.5887, 11.6371
O, 10.4588, 10.6786, 6.7015
O, -1.1329, 4.9017, 9.3913
O, -3.6835, 5.2999, 8.6064
O, -2.1006, -2.2126, 8.0763
O, -2.3579, -1.8691, 10.7304
O, 6.285, 0.5863, 8.6226
O, 8.9807, -3.9425, 8.6921
O, 2.5467, 3.5817, 5.9967
O, 2.251, 5.8034, 7.3576
O, 5.6902, 7.0341, 11.3397
O, 1.1051, 10.59, 8.8193
O, 1.7298, 2.0202, 8.5827
O, 4.7353, 4.5835, 11.3804
O, 2.5152, -0.411, 8.4762
O, 9.4772, 5.2732, 7.0923
O, 6.6424, 8.303, 9.2282
O, 8.9246, -2.0052, 10.4276
O, 10.2026, -1.6836, 8.1203
O, 8.4792, 0.5472, 10.7369
O, 9.0973, 8.6717, 14.363
O, 7.5095, -1.786, 8.2444
O, -2.3598, 1.9853, 10.6643
O, -0.6697, 1.1753, 4.747
O, 10.8178, 10.7748, 11.207
O, -0.8017, 1.2781, 12.6818
O, 3.5786, 9.9148, 11.7378
O, 1.4721, 4.6697, 14.0984
O, 3.297, 2.533, 10.713
O, 3.972, -0.9727, 10.6121
O, 7.0056, -1.0591, 3.6965
O, 11.2345, 0.0675, 6.3595
O, 5.5077, 3.0884, 8.3192
O, 2.9458, 1.0599, 6.3979
O, 4.1371, 7.4531, 8.2667
O, 9.2619, 5.358, 11.2372
O, 7.9068, 2.6023, 9.2652
O, -2.6376, 6.3476, 10.8231
O, 1.1668, 1.1389, 11.0169
O, 9.5074, -4.2642, 13.4652
O, 8.1524, 7.8267, 11.2312
O, -0.4675, 10.1688, 4.5786
O, 5.9382, 8.9781, 6.9081
O, -2.7949, -3.4903, 5.8299
O, -3.5174, 0.3181, 8.8944
O, 2.6133, -2.7822, 9.2937
O, 3.5952, 8.1476, 5.8847
O, 11.1382, 7.3102, 7.0402
O, 2.4079, 6.5278, 10.0088
O, 1.6087, 8.1865, 8.088
O, 7.0308, 4.9612, 12.4957
O, -2.6039, 9.3486, 6.7012
O, 10.9427, 9.4954, 1.9417
O, 4.8592, -1.5783, 8.182
O, 6.1361, 10.1606, 3.6741
O, -0.1193, -2.6983, 9.7018
O, -1.423, -1.1421, 5.7716
O, -2.6918, 8.9415, 10.9747

Results
free energy: -195844.246 eV
free energy less fixed offsets of O -570.45, Si -639.56 eV per atom: 4.014 eV

Forces (eV/angstrom), in the order of the atoms: element, x, y, z
Si, -0.0563, -0.052, 0.1203
Si, 0.0653, 0.0541, 0.1273
Si, 0.0446, -0.0181, 0.1134
Si, 0.1346, 0.0004, 0.1504
Si, -0.0055, -0.0269, 0.1646
Si, -0.0001, 0.0308, 0.1418
Si, -0.0214, -0.0634, 0.0673
Si, -0.0243, 0.0504, 0.232
Si, 0.0106, -0.0588, 0.1312
Si, 0.0277, -0.0309, 0.1555
Si, -0.0142, 0.0736, 0.099
Si, 0.0312, -0.0302, 0.1924
Si, -0.09, 0.0595, 0.1049
Si, -0.0776, -0.0318, 0.1708
Si, -0.0328, -0.0319, 0.1194
Si, -0.0558, -0.0165, -0.0151
Si, -0.0425, 0.0109, -0.04
Si, 0.0009, -0.0065, 0.0129
Si, -0.0928, 0.0281, 0.0761
Si, -0.0258, -0.0029, -0.0773
Si, 0.0144, 0.0035, 0.0171
Si, -0.014, -0.044, 0.0175
Si, 0.003, -0.0058, 0.0248
Si, 0.0107, -0.0114, -0.01
Si, -0.051, 0.0207, -0.0463
Si, 0.0177, 0.0041, -0.0281
Si, 0.0304, 0.0142, 0.0093
Si, 0.0039, -0.0362, 0.1442
Si, 0.0974, 0.061, 0.0984
Si, -0.0146, -0.0326, 0.0503
Si, 0.0273, -0.0126, 0.0348
Si, 0.0255, 0.0042, 0.0056
Si, 0.0243, -0.0016, -0.022
Si, -0.0348, -0.0032, -0.0292
Si, 0.0325, -0.0245, -0.0333
Si, -0.0283, 0.0079, 0.014
Si, -0.0121, 0.0032, -0.0152
Si, 0.002, 0.0037, 0.0111
Si, 0.0245, 0.0179, 0.0131
Si, 0.0013, -0.0071, -0.0053
Si, 0.0121, -0.001, 0.0132
Si, 0.0288, 0.0451, -0.0077
Si, -0.0141, -0.0023, 0.0497
Si, 0.0172, -0.022, -0.0084
Si, -0.0364, 0.019, -0.0675
Si, 0.019, 0.0044, 0.0087
Si, -0.0206, -0.0069, 0.0073
Si, -0.0474, 0.0094, -0.0349
Si, -0.029, -0.0206, -0.0294
Si, -0.0225, 0.0225, -0.0133
Si, -0.0493, 0.0179, 0.0379
Si, 0.0318, -0.0681, 0.0809
Si, 0.0223, 0.0301, -0.0226
Si, -0.0279, 0.0096, -0.0093
Si, 0.0379, -0.009, 0.0171
Si, 0.0091, -0.0024, -0.0143
Si, -0.0011, 0.0078, -0.0164
Si, -0.0515, 0.0198, 0.0112
Si, 0.032, 0.0382, -0.0057
Si, -0.0267, -0.0321, -0.0071
Si, -0.0228, 0.0254, 0.015
Si, 0.0471, 0.024, 0.0071
Si, -0.0334, -0.0154, -0.019
Si, 0.0196, 0.0378, 0.0014
Si, 0.0024, -0.0043, 0.0178
Si, 0.0183, -0.0411, 0.0329
Si, -0.0046, 0.0527, 0.0141
Si, 0.0196, -0.0109, -0.0283
Si, 0.0202, 0.0022, 0.0384
Si, 0.0285, -0.0184, 0.0415
Si, -0.0216, -0.0304, 0.0636
Si, -0.0192, 0.0043, -0.0016
Si, -0.0306, -0.0053, 0.0303
Si, -0.011, -0.0045, 0.0406
Si, 0.0526, 0.0404, 0.0792
Si, -0.0203, 0.0469, 0.0418
Si, -0.0103, 0.0191, 0.0018
Si, 0.0084, -0.045, 0.0283
Si, 0.0061, -0.0331, 0.0401
Si, 0.0492, -0.0207, 0.0059
Si, -0.0055, 0.0082, -0.0209
Si, 0.0164, 0.0158, 0.0069
Si, -0.0274, -0.0626, -0.0379
Si, -0.0314, 0.0132, 0.0694
Si, 0.0338, -0.0241, -0.0297
Si, -0.0139, 0.063, -0.0242
Si, 0.0025, -0.0037, -0.0212
Si, 0.0342, -0.0083, -0.0308
Si, -0.0292, -0.0261, -0.0207
Si, -0.0031, 0.0369, 0.0705
Si, -0.0147, 0.0451, -0.026
Si, -0.0229, 0.0304, 0.0006
Si, 0.0474, 0.0066, -0.0202
Si, 0.0336, 0.0278, -0.0135
Si, 0.0062, -0.086, -0.0196
Si, 0.013, 0.0068, 0.04
Si, 0.0069, -0.0179, -0.1349
Si, -0.0017, 0.0424, -0.1394
Si, -0.0185, -0.0229, -0.1727
Si, -0.0259, -0.0198, -0.2843
Si, -0.0046, -0.0542, -0.0746
Si, -0.0476, -0.013, -0.1615
Si, -0.0381, 0.0467, -0.0979
Si, 0.0817, 0.0123, -0.1503
Si, 0.028, -0.0305, -0.1317
Si, 0.0885, 0.0357, -0.1982
Si, 0.0284, -0.0754, 0.0177
Si, -0.0071, 0.0491, -0.0764
Si, 0.049, 0.0195, -0.0837
Si, 0.0624, 0.024, -0.0248
Si, 0.0294, -0.005, -0.1845
Si, -0.0018, 0.0293, -0.1361
Si, 0.0375, -0.0304, -0.1776
Si, 0.0347, -0.0444, -0.1697
Si, -0.0194, -0.0391, -0.1538
Si, -0.1274, 0.0138, -0.1437
Si, -0.0198, -0.0005, -0.1511
Si, -0.0536, -0.053, -0.2285
Si, 0.0355, -0.0924, -0.1973
Si, 0.0293, 0.0048, -0.1774
Si, 0.144, -0.0755, -0.1844
Si, 0.0644, -0.044, -0.2128
Si, -0.041, -0.0046, -0.1953
Si, -0.1027, -0.0418, -0.204
Si, -0.0083, 0.0156, -0.1619
Si, -0.1158, -0.0386, -0.1837
Si, -0.0061, -0.0347, -0.1656
Si, -0.0353, -0.0325, -0.0739
Si, 0.0049, -0.0651, 0.0537
Si, 0.02, -0.0364, 0.0355
Si, -0.0053, 0.0013, -0.0819
Si, -0.0103, -0.0087, -0.1018
Si, -0.0626, 0.0281, -0.0951
Si, 0.0303, -0.05, 0.033
Si, 0.0836, -0.0767, -0.2526
Si, -0.0018, -0.016, -0.095
Si, 0.0634, -0.0168, 0.0374
Si, -0.0355, 0.0407, -0.0819
Si, -0.0077, 0.0827, 0.1726
Si, -0.0186, 0.0396, -0.102
Si, 0.0011, 0.0083, 0.0266
Si, -0.0081, 0.0048, -0.0737
Si, -0.0588, 0.013, 0.043
Si, -0.0486, -0.0072, 0.0724
Si, 0.0127, -0.0369, 0.1244
Si, -0.0031, -0.0506, 0.1365
Si, 0.0073, 0.0415, -0.0259
Si, -0.009, 0.0171, -0.0381
Si, -0.0137, -0.0135, 0.1615
Si, 0.0043, 0.0138, -0.002
Si, 0.0467, 0.0019, -0.039
Si, 0.0016, 0.003, 0.144
Si, 0.0102, 0.0627, 0.1197
Si, -0.0393, -0.0118, -0.0324
Si, -0.0052, 0.0055, -0.0201
Si, -0.0176, 0.0074, 0.0245
Si, 0.0356, -0.0123, 0.1311
Si, -0.0173, -0.0185, 0.0132
Si, -0.0155, 0.0278, -0.0539
Si, 0.0121, 0.02, -0.0971
Si, 0.0211, 0.0154, 0.198
Si, 0.0045, 0.0061, 0.1711
Si, 0.0137, 0.0501, 0.0406
Si, 0.0155, 0.0165, -0.0835
Si, 0.0563, -0.0259, 0.1635
Si, 0.0791, -0.0149, 0.173
Si, 0.0337, -0.011, -0.0307
Si, -0.0436, 0.0441, -0.0228
Si, 0.0069, -0.0013, 0.1694
Si, -0.0126, 0.0128, 0.1554
Si, 0.0076, -0.0128, 0.0171
Si, 0.0145, 0.0018, -0.1096
Si, -0.0051, 0.0453, 0.1569
Si, 0.0053, -0.02, 0.1149
Si, 0.0068, 0.0281, -0.0034
Si, 0.019, -0.0435, 0.0752
O, 0.0568, -0.0302, 0.008
O, 0.0176, -0.0046, 0.0285
O, -0.0491, -0.0275, 0.1456
O, -0.0196, 0.004, 0.1385
O, 0.0272, 0.005, 0.1565
O, 0.0678, -0.0116, 0.0549
O, 0.0961, 0.0105, 0.2622
O, -0.0496, -0.0011, 0.0313
O, 0.0457, 0.0405, 0.1881
O, 0.0027, 0.0003, 0.0735
O, -0.0456, 0.0878, 0.1443
O, -0.0439, 0.0407, 0.2166
O, -0.124, 0.0415, 0.2099
O, -0.117, -0.0217, 0.1903
O, 0.008, -0.0174, 0.0852
O, 0.0925, 0.0266, -0.0056
O, -0.0351, 0.008, 0.0304
O, 0.0682, 0.0056, 0.1556
O, -0.0055, -0.0293, 0.0703
O, -0.0481, 0.0296, 0.0377
O, 0.0237, 0.0393, -0.171
O, 0.0084, -0.0436, -0.0851
O, -0.0319, 0.0045, -0.054
O, -0.01, 0.0519, -0.1474
O, -0.0663, 0.048, -0.0635
O, -0.0951, -0.0193, -0.2141
O, 0.0088, -0.0365, -0.1748
O, 0.009, 0.0138, -0.0677
O, -0.0283, 0.032, -0.1265
O, 0.0296, -0.0839, -0.0716
O, 0.0008, -0.0232, -0.0188
O, 0.02, 0.0692, -0.1678
O, -0.0132, 0.0088, -0.0367
O, 0.0094, -0.0943, -0.2167
O, 0.0013, 0.0381, -0.121
O, 0.0373, -0.0199, -0.0276
O, 0.0103, -0.0185, 0.013
O, 0.0296, -0.0594, -0.1136
O, -0.0093, 0.0354, -0.1851
O, -0.0435, -0.0013, -0.0714
O, 0.0028, 0.0056, -0.0615
O, 0.0223, -0.0262, -0.0594
O, 0.0112, 0.0154, -0.0535
O, 0.0205, -0.0551, -0.1616
O, 0.0183, 0.0245, -0.0176
O, -0.001, 0.0286, -0.1299
O, 0.0469, -0.0774, -0.1884
O, 0.0099, -0.0139, -0.0593
O, -0.0521, 0.0781, 0.0716
O, 0.0112, 0.0268, 0.0593
O, 0.0071, 0.0196, 0.0141
O, 0.0043, -0.0691, 0.0915
O, -0.0117, 0.0192, 0.1278
O, 0.0259, 0.0093, 0.1
O, -0.0255, -0.0397, 0.0688
O, 0.0207, 0.0092, 0.0243
O, -0.0713, 0.0029, 0.1076
O, -0.0212, 0.0383, 0.0809
O, -0.0194, 0.0102, 0.1012
O, -0.0259, 0.0298, 0.0654
O, 0.0279, 0.0126, 0.087
O, -0.0077, 0.02, 0.0086
O, 0.0088, -0.0298, 0.1364
O, -0.0265, 0.0085, -0.0039
O, -0.0087, -0.0333, 0.1386
O, -0.0206, 0.0255, -0.0647
O, 0.0121, -0.0071, 0.0701
O, 0.1035, 0.0253, 0.1047
O, -0.0171, -0.0093, 0.0922
O, 0.053, -0.0342, 0.093
O, -0.0251, 0.0044, 0.0179
O, 0.0267, 0.0428, 0.1111
O, -0.0133, 0.0394, 0.0014
O, 0.0018, 0.0402, -0.0378
O, 0.0102, 0.0179, 0.0089
O, 0.0436, 0.0098, 0.0062
O, 0.0189, -0.0205, 0.0309
O, 0.0212, 0.0146, 0.0238
O, 0.0112, -0.0048, 0.0396
O, -0.0267, 0.0418, -0.0309
O, -0.0226, 0.0006, -0.0303
O, 0.0359, -0.0079, 0.0199
O, -0.0047, -0.0215, 0.0506
O, -0.0283, -0.0163, 0.0551
O, -0.0148, 0.0066, -0.0318
O, -0.036, -0.0221, -0.0222
O, -0.0028, 0.0041, 0.0142
O, 0.0311, -0.015, 0.0759
O, -0.0499, 0.0429, -0.0185
O, -0.032, 0.0267, 0.039
O, -0.017, 0.0053, -0.0423
O, -0.0224, -0.0293, 0.0019
O, -0.0091, 0.0055, 0.0071
O, 0.0421, -0.0292, -0.0796
O, 0.0013, -0.0013, -0.0043
O, -0.0165, -0.017, 0.0154
O, -0.0079, 0.0209, 0.0273
O, 0.0121, 0.0238, 0.0303
O, -0.0038, 0.0339, -0.062
O, -0.0107, -0.0143, 0.0066
O, 0.0089, -0.0029, -0.0314
O, -0.0073, 0.0106, -0.0883
O, 0.0122, -0.0199, 0.0143
O, 0.0087, -0.0277, 0.0028
O, -0.0005, -0.0083, -0.0262
O, 0.0094, -0.0414, -0.0444
O, -0.0081, -0.0562, 0.0039
O, -0.0059, 0.0251, -0.0258
O, 0.0107, 0.0015, -0.0467
O, -0.0046, -0.0153, 0.0036
O, -0.0042, 0.011, -0.0581
O, 0.0239, -0.0451, 0.0772
O, -0.0384, -0.0194, -0.1137
O, -0.03, -0.0075, -0.0316
O, 0.0081, -0.0392, -0.071
O, -0.008, 0.0862, -0.0651
O, 0.0083, 0.003, -0.0468
O, -0.0139, -0.0007, -0.0163
O, -0.0363, 0.0424, 0.1144
O, 0.0306, -0.0023, 0.0391
O, 0.0045, 0.0229, 0.0155
O, 0.0191, -0.0374, 0.0081
O, -0.0014, -0.005, 0.0283
O, 0.0061, 0.0091, -0.0722
O, -0.0049, 0.0305, -0.0183
O, -0.0078, -0.0158, -0.0179
O, 0.0239, -0.0048, -0.0654
O, 0.0155, 0.0321, -0.1014
O, -0.0221, 0.0442, -0.0086
O, -0.0103, 0.0087, 0.0662
O, 0.0266, -0.0141, 0.0187
O, -0.0073, -0.0005, 0.0034
O, 0.0028, -0.019, -0.0142
O, 0.0257, -0.0096, -0.0124
O, 0.0007, -0.0331, 0.0673
O, -0.0366, -0.0035, 0.0096
O, 0.024, -0.0236, -0.0257
O, -0.0136, -0.0002, 0.0215
O, -0.0427, -0.0097, -0.0555
O, 0.0171, 0.03, 0.045
O, -0.0472, -0.0117, 0.1322
O, 0.0045, -0.018, -0.0013
O, -0.0083, -0.0022, 0.1102
O, 0.0105, 0.0169, 0.0007
O, -0.0373, -0.0345, 0.0162
O, -0.0019, 0.0205, -0.0455

The program warned: the cutoff lies below the one the program advises for these potential files; the forces do not sum to zero within the program's tolerance; empty levels may hold ghost states of the PAW files.
